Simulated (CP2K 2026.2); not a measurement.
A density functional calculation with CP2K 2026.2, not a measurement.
Periodic cell of 504 atoms, Si360O144, from a study of silicon, its oxide and their interface. The atomic structure is a simulated model.
Doubt: the forces sum to 1.62 eV/angstrom along one axis rather than to zero, so they err by at least 0.0032 eV/angstrom per atom on average; the grid cutoff is modest.

Settings: functional PBE; method Gaussian and plane waves; basis set DZVP-MOLOPT-SR-GTH; pseudopotentials GTH-PBE; grid cutoff 350 Ry, relative cutoff 50 Ry; k points Gamma only; occupations fixed; spin none; net charge 0.

Cell vectors (angstrom)
a 16.32 0 0
b 0 16.32 0
c -7.6845 -2.255 33.419

Atoms and the computed forces on them: element, x, y, z (angstrom), force x, y, z (eV/angstrom)
Si 1.798 14.316 0.089 -0.032 0.279 0.792
Si 3.721 1.537 0.167 0.207 -0.028 0.82
Si 1.639 3.888 0.133 -0.143 0.094 0.827
Si 4.328 6.55 0.38 -0.035 0.035 0.746
Si 1.204 9.779 0.087 0.092 -0.238 0.796
Si 4.066 12.225 0.446 0.005 0.011 0.524
Si 6.898 14.832 0.002 -0.133 0.15 0.722
Si 9.751 1.294 0.51 -0.024 -0.175 0.579
Si 6.493 4.279 0.091 0.22 -0.162 0.76
Si 1.705 4.644 33.228 -0.078 -0.01 0.745
Si 6.248 10.06 0.002 0.139 -0.221 0.794
Si 1.344 10.28 33.248 0.317 -0.049 0.798
Si 4.223 13.244 33.256 0.159 -0.361 0.797
Si 7.257 -0.641 33.418 0.08 -0.253 0.681
Si 12.552 3.663 0.059 -0.119 0.251 0.729
Si 14.632 6.937 0.073 0.282 -0.036 0.734
Si 4.829 7.074 33.227 -0.344 0.248 0.686
Si 15.347 12.045 0.101 -0.224 0.093 0.742
Si 2.627 16.199 1.36 -0.052 -0.026 -0.024
Si 5.392 2.668 1.394 -0.013 0.015 -0.045
Si 2.724 5.39 1.551 -0.015 -0.003 -0.097
Si 5.488 8.261 1.424 0.054 0.007 -0.025
Si 2.672 10.807 1.614 -0.009 -0.024 -0.048
Si 5.472 13.7 1.52 0.052 0.031 -0.029
Si 8.096 -0.029 1.426 -0.024 -0.028 -0.018
Si 11.119 2.697 1.659 -0.002 0.045 0.041
Si 8.204 5.429 1.271 0.01 0.027 -0.035
Si 10.764 8.31 1.131 0.066 -0.05 -0.037
Si 7.985 11.022 1.302 0.01 0.005 -0.055
Si 10.828 13.66 1.011 -0.042 -0.006 -0.072
Si 13.685 0 1.224 0.01 -0.006 -0.071
Si 0.037 2.766 1.437 0.005 0.009 -0.076
Si 13.51 5.386 1.371 -0.012 -0.044 0.023
Si 0.011 8.107 1.254 -0.018 0.002 -0.065
Si 13.597 10.915 1.185 0.002 0.005 -0.042
Si 0.158 13.468 1.546 -0.025 0 -0.04
Si 1.301 1.273 2.75 0.038 0.037 0.033
Si 4.097 4.015 2.84 0.016 -0.039 0.068
Si 1.32 6.813 2.746 -0.01 0.012 0.002
Si 4.079 9.45 2.863 0.003 0.004 0.037
Si 1.382 12.162 2.985 0.03 -0.023 0.056
Si 4.057 15.021 2.813 -0.013 0.004 0.008
Si 6.769 1.353 2.765 -0.025 0 -0.031
Si 9.56 4.112 2.719 0 0.026 0.009
Si 6.907 6.851 2.692 0.006 -0.043 0.032
Si 9.451 9.626 2.577 -0.049 -0.003 -0.006
Si 6.787 12.3 2.84 0.001 -0.003 0.033
Si 9.542 14.894 2.648 0.024 -0.01 0.028
Si 12.46 1.269 2.851 0.032 -0.061 0.058
Si 14.958 4.118 2.759 0.003 0.005 0.024
Si 12.089 6.841 2.589 -0.025 0.049 0.011
Si 14.942 9.516 2.613 0.032 0.015 0.043
Si 12.191 12.305 2.482 -0.019 0.014 -0.013
Si 14.987 14.927 2.644 0.022 0.043 0.013
Si -0.056 -0.038 4.112 -0.017 0.004 -0.01
Si 2.697 2.642 4.125 0.005 -0.002 -0.043
Si -0.021 5.467 4.117 -0.005 -0.028 0.006
Si 2.689 8.109 4.159 -0.006 0.01 -0.009
Si -0.076 10.793 4.146 0.014 -0.047 -0.001
Si 2.758 13.607 4.194 -0.02 0.007 -0.015
Si 5.424 0.034 4.162 0.015 -0.009 -0.002
Si 8.18 2.731 4.057 0.011 0.006 -0.003
Si 5.497 5.465 4.07 -0.021 0.016 -0.069
Si 8.218 8.219 4.053 -0.018 0 -0.01
Si 5.425 10.89 4.15 0.023 0.008 -0.026
Si 8.22 13.609 4.126 -0.023 0.051 -0.001
Si 10.918 -0.061 4.047 0.006 0.01 -0.042
Si 13.696 2.722 4.172 -0.023 0.017 0.011
Si 10.849 5.503 4.078 0.032 -0.027 0.009
Si 13.543 8.158 3.96 -0.003 -0.004 -0.039
Si 10.862 10.951 3.935 0.002 0.014 -0.008
Si 13.565 13.58 3.962 0.017 -0.023 -0.012
Si 1.406 14.985 16.312 0.004 0.009 0.011
Si 4.067 1.392 16.377 -0.01 0 0.024
Si 1.36 4.067 16.367 -0.002 -0.003 0.008
Si 4.081 6.774 16.354 -0.004 0.012 0.004
Si 1.381 9.489 16.3 -0.003 0.004 -0.009
Si 4.119 12.24 16.345 0.006 -0.003 0.016
Si 6.748 14.976 16.282 0.015 -0.029 0.013
Si 9.51 1.388 16.285 0.001 -0.006 -0.017
Si 6.767 4.112 16.358 0.007 -0.005 0.005
Si 9.506 6.84 16.345 0.01 0.021 0.006
Si 6.785 9.524 16.348 0.006 -0.015 0.007
Si 9.503 12.197 16.237 0.05 -0.017 -0.014
Si 12.222 14.972 16.222 -0.004 0.014 -0.018
Si -1.312 1.367 16.298 -0.009 0.01 0.003
Si 12.25 4.105 16.31 -0.009 0.004 0.001
Si -1.337 6.746 16.364 -0.018 0.03 0.008
Si 12.212 9.487 16.272 -0.029 -0.027 0.005
Si -1.344 12.199 16.229 0.011 0.004 -0.01
Si 2.718 0.03 17.758 -0.026 -0.016 0.017
Si 5.398 2.786 17.756 0.018 0.014 0.027
Si 2.704 5.435 17.738 0.017 -0.006 0.009
Si 5.464 8.11 17.71 -0.007 -0.013 0.043
Si 2.763 10.825 17.647 0.002 0.004 0.013
Si 5.452 13.636 17.73 0.005 -0.015 -0.011
Si 8.101 0.039 17.589 0.024 0.035 0.012
Si 10.86 2.765 17.636 0.002 -0.009 0.023
Si 8.14 5.48 17.701 -0.005 0.051 -0.025
Si 10.824 8.239 17.715 0.001 0.013 -0.01
Si 8.153 10.912 17.674 -0.023 0.056 0.05
Si 10.878 13.564 17.527 -0.018 0.001 0.022
Si -2.709 -0.015 17.56 0.014 -0.001 0.035
Si 0.014 2.7 17.744 -0.031 -0.016 0.014
Si -2.71 5.395 17.739 0.045 -0.054 0.064
Si 0.06 8.118 17.688 0.025 -0.004 -0.002
Si -2.7 10.821 17.567 0.009 -0.003 0.002
Si 0.045 13.541 17.548 -0.024 -0.044 -0.015
Si 1.33 1.346 19.172 -0.012 0.022 0.045
Si 4.027 4.139 19.185 0.009 -0.036 0.019
Si 1.363 6.766 19.142 0.007 -0.006 0.01
Si 4.075 9.435 19.038 -0.064 0.026 -0.039
Si 1.423 12.238 18.939 -0.006 0.011 -0.05
Si 4.107 15.005 19.112 -0.013 0.011 0.014
Si 6.823 1.42 19.03 0.027 -0.011 -0.038
Si 9.483 4.11 19.026 0.007 -0.067 -0.001
Si 6.833 6.808 19.151 0.003 0.009 -0.003
Si 9.449 9.622 19.132 0.035 -0.057 0.004
Si 6.861 12.302 19.076 0.033 0.028 -0.013
Si 9.427 14.883 18.807 -0.039 -0.02 -0.059
Si -4.042 1.392 18.886 0.013 0.004 -0.032
Si -1.362 3.987 19.161 -0.049 0.063 -0.019
Si -4.09 6.85 18.986 -0.023 0.028 0.008
Si -1.312 9.513 18.951 0.003 0.029 -0.036
Si -4.046 12.216 18.855 -0.021 0.013 -0.034
Si -1.375 14.847 18.834 0.012 -0.028 -0.051
Si -0.14 -0.175 20.283 0.038 0.008 -0.001
Si 2.656 2.773 20.598 -0.027 0.032 0.041
Si -0.042 5.453 20.524 -0.051 -0.052 0.06
Si 2.776 8.061 20.527 0.046 -0.025 0.031
Si 0.054 10.868 20.258 -0.001 0.012 0.057
Si 2.714 13.601 20.384 -0.005 0.009 0.031
Si 5.477 0.102 20.436 -0.01 -0.005 0.064
Si 8.19 2.761 20.442 0.003 0 0.064
Si 5.468 5.478 20.561 0.002 0 0.022
Si 8.101 8.234 20.581 0.036 -0.026 -0.004
Si 5.475 10.86 20.277 0.051 -0.046 0.009
Si 8.183 13.734 20.458 -0.022 0.007 0.079
Si 10.882 -0.101 19.952 0.014 -0.02 0.02
Si -2.764 2.551 20.495 0.046 0.013 0.047
Si 10.842 5.471 20.334 0.009 0.078 0.016
Si -2.66 8.213 20.317 -0.005 0.018 0.066
Si 10.867 11.14 20.338 -0.04 0.014 0.056
Si -2.662 13.464 20.231 0.054 -0.022 0.076
Si 1.036 14.64 21.654 0.032 0.079 -0.761
Si 4.332 1.626 21.806 -0.18 -0.034 -0.809
Si 1.196 4.093 21.982 0.143 -0.065 -0.8
Si 4.453 7.117 21.969 -0.205 -0.179 -0.785
Si 1.566 9.723 21.617 -0.259 -0.329 -0.618
Si 3.886 11.938 21.533 0.165 0.405 -0.719
Si 7.149 -0.873 21.77 -0.176 -0.337 -0.78
Si 9.544 1.087 21.377 -0.081 0.272 -0.749
Si 6.582 3.837 21.851 0.138 0.066 -0.8
Si 9.924 7.195 21.717 -0.613 -0.552 -0.257
Si 6.544 9.49 21.831 0.231 0.004 -0.64
Si 9.912 12.801 21.751 -0.102 -0.154 -0.718
Si -4.146 14.861 21.314 0.009 -0.049 -0.524
Si -1.87 0.632 21.662 -0.027 0.284 -0.772
Si -3.952 4.291 21.575 -0.083 -0.255 -0.749
Si -1.762 6.568 21.714 0.298 0.196 -0.782
Si -4.314 9.45 21.433 0.582 0.413 -0.422
Si -1.086 12.356 21.628 -0.151 -0.012 -0.693
Si 2.44 0.19 23.835 -0.032 -0.068 -0.242
Si -0.178 7.419 28.694 -0.163 -0.049 -0.109
Si 0.837 -0.309 29.222 0.004 -0.028 -0.118
Si 4.384 13.483 30.202 0.07 0.023 0.179
Si 7.425 4.3 30.538 -0.074 0.037 0.093
Si -5.941 -1.138 28.419 0.078 0.055 0.054
Si 7.988 6.935 26.574 0.028 -0.026 -0.011
Si -1.69 7.848 24.637 -0.079 0.015 -0.036
Si -4.823 2.362 23.498 -0.047 0.095 -0.18
Si 1.601 9.052 30.287 -0.11 0.05 0.191
Si 7.364 12.728 26.283 0.12 -0.116 -0.097
Si -3.914 3.975 27.001 -0.035 0.133 0.058
Si 8.417 -0.639 30.534 0.045 -0.105 0.19
Si -6.935 2.142 30.61 0.092 -0.011 0.181
Si 9.897 3.068 25.976 0.013 0.208 0.022
Si -0.08 1.889 23.736 0.085 -0.001 -0.16
Si -3.455 5.032 31.043 0.03 0.128 0.053
Si 10.705 8.877 23.985 0.094 -0.161 -0.25
Si 7.471 4.691 24.781 -0.092 -0.049 -0.189
Si 6.154 8.495 28.155 0.023 -0.079 0.064
Si 1.191 7.655 25.955 0.071 0.05 -0.039
Si 3.791 11.913 24.461 0.065 -0.094 -0.076
Si 2.503 11.621 28.721 -0.026 0.089 0.021
Si -4.089 2.324 29.551 0.06 0.051 0.094
Si -5.56 8.497 26.946 0.055 -0.08 -0.036
Si -1.657 10.936 24.392 0.128 -0.003 -0.158
Si 2.877 14.426 25.974 -0.115 -0.008 -0.055
Si 1.241 10.214 24.558 0.025 -0.22 -0.074
Si -3.337 -0.519 26.948 -0.071 -0.022 -0.093
Si 4.971 11.072 26.824 0.014 -0.272 0.003
Si -1.85 0.166 29.449 -0.126 0.128 -0.004
Si 0.8 0.811 31.763 -0.06 -0.038 0.079
Si -5.594 10.051 29.565 -0.068 -0.055 -0.049
Si 3.099 2.737 31.331 0.002 0.012 0.152
Si 8.499 0.635 26.765 0.051 -0.078 -0.15
Si 8.263 6.826 29.308 -0.094 -0.024 0.018
Si -0.511 5.914 31.224 0.028 0.028 0.195
Si 4.609 4.276 29.25 0.058 0.06 0.031
Si -2.966 6.87 27.217 0.147 0.081 -0.088
Si 3.648 -0.554 28.55 -0.078 -0.11 0.063
Si -2.569 2.035 25.161 0.063 -0.08 0.03
Si 2.937 5.583 24.258 -0.002 0.077 -0.159
Si 5.576 0.919 26.749 0.052 -0.026 -0.158
Si 0.472 13.461 27.406 0.094 0.064 -0.019
Si 7.002 -0.835 24.851 -0.03 0.135 -0.219
Si -2.543 12.968 26.482 0.01 0.098 -0.047
Si 4.053 7.256 30.186 0.171 0.041 0.102
Si -2.493 14.173 31.245 0.031 -0.191 0.154
Si -5.263 7.361 30.6 -0.027 -0.026 0.207
Si -4.215 12.718 28.964 -0.039 0.137 0.062
Si 7.191 13.339 29.176 -0.039 0.017 -0.061
Si 4.755 3.835 26.136 -0.078 -0.058 0.001
Si 8.398 11.026 23.88 -0.031 0.102 -0.159
Si 8.582 11.387 31.228 0.101 -0.091 0.246
Si 1.337 14.955 5.481 0.013 0.019 -0.012
Si 4.067 1.361 5.523 -0.015 -0.007 0.008
Si 1.351 4.066 5.446 -0.014 -0.014 -0.018
Si 4.098 6.763 5.461 0.008 0.002 0.01
Si 1.327 9.481 5.494 -0.011 0.007 0.007
Si 4.101 12.242 5.528 -0.005 0.003 0.032
Si 6.828 14.975 5.457 -0.008 -0.016 -0.005
Si 9.552 1.345 5.388 -0.02 0.004 0.002
Si 6.833 4.094 5.439 0.009 -0.005 -0.033
Si 9.527 6.851 5.451 -0.001 0.013 0.009
Si 6.823 9.523 5.444 -0.015 -0.014 -0.002
Si 9.558 12.229 5.44 0.021 -0.013 0
Si 12.25 14.911 5.419 0.024 0.008 -0.025
Si 14.999 1.347 5.522 0.003 0.013 0.026
Si 12.235 4.102 5.412 0.008 0.007 -0.022
Si 14.898 6.829 5.409 0.005 0.015 -0.005
Si 12.214 9.555 5.328 -0.019 0 -0.029
Si 14.895 12.23 5.407 -0.015 0.021 0.002
Si 2.703 -0.013 6.848 -0.005 0.015 0.003
Si 5.457 2.747 6.815 -0.022 0.003 -0.003
Si 2.727 5.411 6.81 0.024 -0.015 -0.001
Si 5.449 8.158 6.798 0 0.001 -0.006
Si 2.699 10.868 6.827 -0.006 0.009 -0.008
Si 5.479 13.612 6.838 0.003 -0.024 -0.005
Si 8.186 0.024 6.794 0.003 0.003 -0.002
Si 10.884 2.723 6.766 -0.006 -0.001 0.001
Si 8.173 5.463 6.799 -0.006 0.015 -0.005
Si 10.901 8.207 6.77 0 -0.016 0.014
Si 8.183 10.878 6.801 0.014 0.005 0.001
Si 10.902 13.583 6.81 0.007 -0.009 0.007
Si 13.587 -0.028 6.801 -0.01 0.022 -0.002
Si 0.027 2.721 6.85 -0.002 -0.036 0.006
Si 13.584 5.449 6.789 -0.005 -0.002 0.002
Si -0.044 8.132 6.819 0.019 0.008 0.007
Si 13.554 10.872 6.769 0.008 0.011 -0.003
Si -0.041 13.575 6.791 0 -0.004 -0.012
Si 1.371 1.359 8.207 0.024 0.03 0.013
Si 4.09 4.08 8.185 -0.01 0 0.013
Si 1.35 6.779 8.157 -0.035 -0.007 -0.004
Si 4.08 9.51 8.164 -0.004 0.007 -0.008
Si 1.334 12.234 8.165 0.007 -0.012 -0.003
Si 4.086 14.954 8.181 -0.002 -0.005 -0.008
Si 6.816 1.374 8.159 0.028 -0.004 0
Si 9.529 4.084 8.141 0.007 -0.019 -0.004
Si 6.803 6.803 8.164 -0.015 -0.016 0.013
Si 9.534 9.523 8.16 -0.001 0.012 0.009
Si 6.829 12.237 8.173 -0.002 0.017 -0.005
Si 9.534 14.965 8.15 0.001 0.002 0.002
Si 12.233 1.36 8.142 -0.007 -0.015 0.002
Si -1.371 4.088 8.157 0.011 0.003 -0.009
Si 12.236 6.821 8.141 0.016 0.015 -0.005
Si -1.389 9.525 8.149 0.003 -0.009 -0.006
Si 12.24 12.224 8.173 -0.016 -0.007 0.023
Si -1.372 14.945 8.167 0 -0.003 0
Si -0.01 -0.011 9.527 -0.004 0.002 -0.008
Si 2.735 2.72 9.546 0.005 -0.03 0.01
Si -0.004 5.43 9.524 0.012 -0.018 -0.001
Si 2.714 8.147 9.516 0.01 -0.001 -0.006
Si -0.014 10.866 9.52 -0.01 0.019 -0.002
Si 2.713 13.59 9.52 -0.002 -0.002 -0.008
Si 5.449 0.01 9.518 -0.016 0.006 -0.008
Si 8.168 2.736 9.52 -0.007 0.009 0.001
Si 5.445 5.449 9.533 -0.013 0.012 -0.004
Si 8.168 8.16 9.514 0.016 0.006 -0.004
Si 5.445 10.877 9.514 0.007 0.003 -0.007
Si 8.175 13.611 9.521 0.009 -0.014 0.004
Si 10.881 0.009 9.52 -0.007 0.015 0
Si 13.593 2.718 9.508 -0.007 -0.002 0.004
Si 10.883 5.448 9.5 -0.008 0 0.001
Si 13.594 8.159 9.518 0.002 -0.005 0.006
Si 10.877 10.878 9.53 0.006 0.005 0.011
Si 13.601 13.584 9.532 0.005 -0.01 0.007
Si 1.36 14.955 10.879 0.004 0.014 -0.002
Si 4.095 1.36 10.89 0.011 0.008 0.004
Si 1.36 4.078 10.886 -0.002 0.002 -0.002
Si 4.076 6.8 10.888 -0.001 -0.006 0.006
Si 1.357 9.508 10.879 -0.016 0.009 0.001
Si 4.081 12.233 10.873 -0.012 -0.003 0.006
Si 6.802 14.968 10.875 0.006 -0.002 -0.014
Si 9.52 1.373 10.884 -0.001 -0.009 0.002
Si 6.805 4.089 10.888 -0.001 -0.009 0.009
Si 9.52 6.793 10.871 0.003 -0.011 0
Si 6.802 9.517 10.872 -0.005 -0.004 0.001
Si 9.52 12.245 10.879 0.009 -0.004 0.002
Si 12.242 14.963 10.876 -0.006 0 0.001
Si -1.364 1.363 10.875 0.002 -0.005 0
Si 12.237 4.085 10.867 0.003 0.004 -0.012
Si -1.361 6.794 10.875 0.013 0.009 -0.009
Si 12.235 9.511 10.88 -0.013 0.005 -0.002
Si -1.354 12.227 10.892 0.005 0 0.008
Si 2.722 0 12.231 -0.005 -0.007 -0.008
Si 5.441 2.729 12.247 -0.012 -0.012 0.003
Si 2.72 5.433 12.247 -0.009 -0.004 -0.002
Si 5.442 8.162 12.24 0.004 0.014 -0.004
Si 2.728 10.87 12.235 0.016 0 -0.001
Si 5.438 13.604 12.228 0.002 0.01 0.002
Si 8.144 0.019 12.238 -0.002 -0.006 0.004
Si 10.875 2.743 12.244 0.01 0.003 0.003
Si 8.158 5.453 12.248 0.01 0.01 0.002
Si 10.879 8.146 12.232 0.004 0.007 -0.002
Si 8.155 10.88 12.228 0.006 0.013 -0.004
Si 10.876 13.606 12.231 -0.001 -0.001 0.003
Si -2.715 0.004 12.236 -0.002 0.01 -0.004
Si 0.001 2.717 12.239 0.013 -0.002 0.001
Si -2.719 5.432 12.234 -0.005 -0.004 -0.001
Si 0.005 8.137 12.239 -0.017 -0.018 0.007
Si -2.716 10.857 12.237 -0.007 -0.009 0.011
Si 0.016 13.589 12.243 0.001 -0.005 -0.001
Si 1.378 1.37 13.592 -0.002 -0.014 -0.008
Si 4.073 4.075 13.613 0.01 0 -0.004
Si 1.366 6.783 13.613 0.011 0.005 0
Si 4.087 9.516 13.606 -0.011 -0.004 0.002
Si 1.385 12.234 13.603 -0.012 0.002 0.011
Si 4.078 14.966 13.589 -0.014 0.001 -0.005
Si 6.788 1.377 13.615 0.011 0.012 0.003
Si 9.515 4.105 13.618 -0.012 -0.012 0.007
Si 6.791 6.807 13.611 -0.018 0.01 0.005
Si 9.504 9.5 13.574 0.015 -0.006 -0.015
Si 6.793 12.238 13.584 0.013 -0.023 0.003
Si 9.501 14.967 13.579 0.012 0.009 -0.005
Si 12.249 1.38 13.585 -0.012 -0.017 -0.011
Si -1.354 4.079 13.6 -0.001 0.006 -0.005
Si 12.242 6.79 13.594 0.007 -0.01 -0.006
Si -1.367 9.477 13.596 0.032 0.014 0.001
Si 12.24 12.232 13.566 -0.007 0.016 -0.002
Si -1.339 14.965 13.586 -0.012 0.005 0.01
Si 0.036 0.004 14.941 0.008 0.01 -0.007
Si 2.715 2.723 14.987 0.002 0.001 -0.013
Si 0.013 5.417 14.978 -0.003 -0.014 0.001
Si 2.745 8.133 14.963 0.003 0.021 -0.009
Si 0.022 10.832 14.915 -0.024 -0.016 -0.002
Si 2.754 13.598 14.97 0.006 0 0.014
Si 5.395 0.031 14.96 0.003 -0.015 0.003
Si 8.133 2.758 14.972 0.003 -0.014 0.008
Si 5.426 5.44 14.965 -0.01 -0.004 -0.014
Si 8.144 8.175 14.971 0.022 -0.01 -0.01
Si 5.45 10.88 14.963 -0.02 0.022 -0.006
Si 8.137 13.609 14.939 -0.006 0.01 0.006
Si 10.858 0.028 14.909 0.007 0.009 -0.007
Si -2.71 2.725 14.963 0.005 -0.004 0.008
Si 10.875 5.472 14.979 0.007 0.021 -0.009
Si -2.707 8.106 14.979 -0.033 0.008 0.007
Si 10.879 10.855 14.899 -0.003 -0.006 -0.02
Si -2.714 13.593 14.909 0 -0.017 0.012
O -3.085 -0.423 22.063 -0.087 0.077 0.399
O -1.014 13.19 26.91 0.174 0.053 -0.102
O -3.254 14.398 26.127 -0.286 -0.057 -0.351
O 6.569 7.72 26.776 -0.275 -0.061 -0.478
O -5.526 2.27 24.917 -0.083 -0.475 0.168
O 8.411 0.129 22.046 0.169 -0.026 0.506
O -3.29 1.864 23.705 0.215 -0.061 -0.273
O 4.793 13.1 31.728 0.251 -0.357 -0.203
O -5.577 1.768 29.816 -0.137 -0.404 -0.106
O -6.601 2.319 32.188 -0.269 0.559 -0.234
O 10.238 7.43 23.334 -0.021 -0.33 0.406
O -2.327 3.156 33.197 -0.15 0.024 -0.435
O 10.65 1.452 22.504 0.148 -0.116 -0.034
O 7.122 10.449 23.04 -0.355 0.033 0.395
O 7.649 5.906 30.477 -0.16 0.391 0.435
O -4.771 3.871 22.931 -0.275 0.517 0.399
O 1.741 -0.954 22.931 0.083 -0.08 0.243
O 4.006 6.458 23.401 0.098 0.106 0.347
O -1.543 7.219 23.171 0.103 -0.023 0.11
O -0.032 13.497 22.198 0.113 -0.041 0.527
O -2.62 8.908 33.056 0.08 -0.042 -0.258
O -4.981 0.471 33.104 0.081 0.191 -0.595
O 5.693 -0.257 25.626 -0.605 -0.271 -0.022
O -4.775 11.415 29.689 0.084 0.147 0.177
O 0.47 -1.708 28.537 -0.071 -0.097 0.372
O 0.082 3.151 22.735 -0.544 -0.065 -0.137
O -4.056 5.038 32.536 -0.7 0.211 -0.17
O 5.839 12.4 26.617 -0.185 0.409 0.256
O 9.306 7.859 26.643 -0.007 0.32 -0.062
O 1.587 9.47 31.852 0.272 -0.091 -0.239
O -0.965 2.22 25.042 0.143 0.227 0.68
O -4.774 8.874 30.322 0.647 0.134 0.199
O -1.709 11.48 22.86 -0.206 -0.359 0.162
O -6.687 12.268 32.107 -0.123 0.616 -0.6
O 9.321 10.26 30.339 -0.078 -0.214 -0.204
O 9.187 12.213 23.097 -0.001 0.179 0.336
O 1.03 9.416 23.141 -0.014 -0.537 0.175
O 3.724 0.842 23.101 0.09 -0.28 0.285
O 2.884 -0.464 25.229 0.061 0.377 0.374
O -2.954 1.238 29.911 -0.163 -0.206 0.333
O 1.762 9.159 25.687 0.307 0.119 0.212
O 6.628 -1.098 23.301 -0.451 -0.049 0.315
O -4.734 -0.279 27.742 -0.231 0.618 -0.009
O 5.841 10.001 27.666 0.244 0.298 0.079
O 5.89 5.852 33.069 0.199 -0.171 0.017
O 7.877 12.448 30.294 0.01 0.14 0.135
O 8.117 5.993 27.906 0.02 -0.426 -0.038
O 4.472 12.227 23.029 0.559 0.085 0.381
O 10.939 8.276 21.052 0.121 -0.09 -0.537
O 2.512 7.722 30.14 -0.405 -0.18 0.107
O -3.573 -1.502 32.232 -0.463 -0.037 -0.132
O 11.082 13.913 22.162 -0.101 -0.1 0.297
O 5.603 13.038 29.233 -0.089 -0.132 -0.315
O 9.105 -0.663 27.525 -0.248 -0.296 -0.069
O 6.059 0.393 32.994 0.026 0.201 -0.299
O 8.62 3.664 25.222 0.155 -0.339 0.005
O 8.74 3.507 30.027 0.248 0.113 -0.662
O 7.204 4.534 23.196 0.323 0.425 0.186
O 8.221 0.207 25.202 0.353 0.159 -0.244
O 0.6 5.198 32.152 -0.217 0.248 0.017
O -3.282 13.445 30.057 0.212 -0.115 0.098
O 3.633 3.156 29.878 -0.107 -0.233 -0.281
O -0.894 7.304 31.967 0.116 0.202 -0.321
O 7.446 10.678 32.157 -0.38 -0.01 -0.239
O -1.69 7.429 28.07 -0.16 0.498 0.15
O 4.158 1.774 32.062 0.26 -0.388 -0.304
O -0.679 1.409 32.071 -0.05 -0.104 -0.399
O -5.42 13.645 28.385 -0.352 -0.333 0.01
O 2.283 10.227 29.455 0.28 0.003 -0.058
O -0.243 7.648 25.268 -0.027 -0.132 -0.113
O -5.8 9.705 27.993 -0.253 0.244 -0.24
O -4.372 7.591 27.581 -0.223 -0.265 0.257
O -2.705 7.065 25.624 -0.318 -0.271 -0.213
O 4.174 5.681 29.903 -0.164 -0.024 0.225
O -2.586 11.948 25.236 -0.306 0.111 -0.155
O 4.866 7.999 28.994 -0.044 0.004 -0.208
O 7.069 1.149 27.326 -0.054 0.068 0.424
O 7.95 12.968 27.782 0.565 0.074 0.186
O 3.048 12.671 29.816 -0.313 0.226 0.341
O 3.751 13.356 25.174 0.21 0.131 -0.293
O -3.859 2.739 28.023 0.074 -0.393 -0.343
O 4.886 2.224 26.085 -0.252 -0.033 -0.553
O 7.258 3.905 32.093 -0.067 -0.612 -0.153
O 0.292 11.48 32.862 -0.119 -0.055 -0.579
O -5.019 8.89 25.476 0.631 0.369 0.131
O 1.672 2.022 31.161 -0.233 0.258 -0.393
O 7.435 8.228 29.143 0.054 0.453 0.506
O 2.902 4.008 32.313 0.567 0.365 0.127
O 1.938 4.922 23.17 -0.038 0.06 0.084
O 7.468 14.067 25.427 0.352 -0.036 -0.133
O 2.271 11.416 24.357 -0.234 0.418 0.041
O -1.523 13.199 32.102 0.158 0.159 -0.518
O -6.395 -0.965 29.984 0.496 -0.208 0.37
O -4.672 11.004 33.095 0.098 0.165 -0.491
O 0.942 7.326 27.518 0.399 -0.222 0.129
O 5.461 2.719 22.327 0.081 0.126 0.292
O 6.158 4.444 25.657 0.167 0.378 0.137
O -3.938 3.661 30.402 -0.086 -0.23 0.213
O 6.136 3.918 29.652 0.074 -0.159 -0.194
O 2.156 6.55 25.289 0.226 -0.155 0.488
O -4.059 6.329 30.293 0.162 0.14 -0.431
O 4.582 10.737 25.275 0.092 -0.56 -0.28
O 1.344 13.934 26.13 -0.234 0.155 -0.362
O 7.967 6.183 25.155 0.404 0.519 -0.433
O 0.978 -0.488 30.824 0.233 -0.32 0.231
O 3.594 11.4 27.568 0.065 0.029 -0.147
O -0.932 0.744 22.992 -0.123 -0.409 0.065
O 1.122 12.135 28.064 -0.477 -0.454 0.177
O 8.701 8.609 33.067 -0.003 -0.025 -0.176
O 5.466 8.358 22.371 0.096 -0.092 0.626
O -2.813 5.361 22.023 0.053 0.017 0.344
O -6.509 7.108 29.603 0.049 -0.065 -0.495
O -3.082 3.452 25.732 -0.012 0.334 -0.275
O -0.003 6.166 29.713 0.209 -0.463 -0.218
O 1.349 0.289 33.166 0.019 0.464 0.291
O -1.655 -0.934 30.611 0.359 0.045 -0.002
O 9.38 9.774 24.002 -0.386 -0.182 -0.136
O -3.196 5.301 27.552 0.205 -0.27 0.582
O -3.32 12.269 27.705 0.093 -0.664 0.06
O 2.748 10.816 21.795 -0.086 -0.002 0.193
O -5.736 7.142 32.122 0.123 -0.28 -0.141
O 8.016 11.548 25.371 0.117 -0.221 0.541
O 8.283 0.969 30.418 -0.346 0.258 -0.267
O 4.082 -1.253 29.951 -0.012 0.321 0.353
O 0.155 8.734 29.603 -0.298 0.25 -0.094
O 7.37 -1.419 29.58 -0.196 0.446 -0.326
O -5.49 4.219 26.644 -0.26 0.636 0.169
O -4.449 9.542 23.063 0.283 0.404 0.376
O 4.442 4.313 27.648 -0.305 0.487 0.026
O 3.63 4.395 25.114 -0.088 -0.208 0.138
O -2.247 -0.634 28.114 0.375 -0.297 0.031
O 2.238 0.236 28.653 0.134 0.63 -0.151
O -1.849 5.033 31.082 -0.033 -0.271 -0.15
O -0.379 0.774 29.092 -0.058 0.442 -0.405
O 9.462 1.907 27.001 0.007 0.121 0.368
O -0.144 10.936 24.97 0.164 0.306 0.578
O 3.504 -1.737 27.454 0.253 -0.495 0.132
O 3.03 -1.96 33.051 -0.169 -0.104 -0.325
O -2.128 9.397 24.511 -0.593 0.011 -0.171
O 1.38 1.368 24.14 0.258 0.136 0.463
O -2.987 0.738 26.015 -0.165 -0.133 -0.194
O 8.112 -1.075 32.076 0.04 -0.109 -0.025
O 4.566 7.6 31.696 -0.017 0.432 -0.185
O 4.723 0.503 28.04 0.087 0.234 0.421

Results
total energy: -101649.991 eV
total energy less fixed offsets of O -438.35, Si -107.03 eV per atom: 3.209 eV
